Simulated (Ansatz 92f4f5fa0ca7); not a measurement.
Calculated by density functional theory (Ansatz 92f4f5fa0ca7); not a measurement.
Periodic cell of 273 atoms, Si162O105As6, from a study of silicon, its oxide and their interface. The atomic structure is a simulated model.
Doubt: the cutoff is low for norm-conserving oxygen, so forces and energies are approximate.
Doubt: the program's own warning below bears on the result.
This geometry differs little from another in the collection (a relaxation step or a small displacement).

Settings: functional HSE06; potential files SPMS norm-conserving; basis plane waves; wave-function cutoff 800 eV; density cutoff ratio 4; exchange-correlation grid ratio 1; k mesh 1 x 1 x 1, Gamma-centred; occupations fixed; spin none; net charge 0.

Cell vectors (angstrom)
a	11.6015	0	0
b	0	13.3963	0
c	0	0	31.1303

Atoms: element, x, y, z (angstrom)
As	-0.0926	-0.0659	24.1137
Si	3.8136	-0.0513	24.3457
Si	7.6878	0.0417	24.5725
Si	1.7981	3.2128	24.0778
Si	5.889	3.4567	24.4637
Si	9.4968	3.3778	24.4842
As	-0.096	6.6917	24.1401
Si	3.8433	6.7228	24.1853
As	7.6641	6.7235	24.316
Si	1.7974	10.0393	24.3738
Si	5.8496	10.1535	24.6275
Si	9.6347	9.8398	24.5067
Si	-0.1046	2.167	25.0763
Si	3.8379	2.2587	24.9549
Si	7.6787	2.2408	25.4312
Si	1.8623	5.5175	24.9477
Si	5.736	5.6599	25.2629
Si	9.6185	5.6284	25.2601
Si	-0.0075	8.8155	25.2906
Si	3.8222	8.96	25.057
Si	7.6793	8.8608	25.3852
Si	1.8247	12.2943	25.1728
Si	5.7338	12.3536	25.3713
Si	9.6422	12.192	25.1481
Si	-0.0343	2.2301	27.4891
Si	3.8371	2.245	27.4336
Si	7.7077	2.2369	27.7304
Si	1.9199	5.543	27.4165
Si	5.7426	5.6025	27.6106
Si	9.6584	5.5869	27.6055
Si	0.0095	8.8957	27.6276
Si	3.8383	8.9263	27.4901
Si	7.7147	8.9178	27.6974
Si	1.9003	12.2836	27.5519
Si	5.7563	12.3177	27.6874
Si	9.6465	12.2431	27.543
Si	1.9139	1.1327	28.3165
Si	5.7391	1.152	28.3957
Si	9.6695	1.0915	28.3636
Si	0.0033	4.453	28.33
Si	3.82	4.4504	28.3306
Si	7.7029	4.4986	28.3851
Si	1.9448	7.7629	28.3361
Si	5.7522	7.8254	28.385
Si	9.6684	7.8079	28.4041
Si	-0.015	11.149	28.3625
Si	3.8263	11.1494	28.3586
Si	7.7066	11.1739	28.3859
Si	1.9336	1.1164	30.7353
Si	5.8008	1.1164	30.7353
Si	9.6679	1.1164	30.7353
Si	0	4.4654	30.7353
Si	3.8672	4.4654	30.7353
Si	7.7343	4.4654	30.7353
Si	1.9336	7.8145	30.7353
Si	5.8008	7.8145	30.7353
Si	9.6679	7.8145	30.7353
Si	0	11.1635	30.7353
Si	3.8672	11.1635	30.7353
Si	7.7343	11.1635	30.7353
Si	0	0	0.3944
Si	3.8672	0	0.3944
Si	7.7343	0	0.3944
Si	1.9336	3.3491	0.3944
Si	5.8008	3.3491	0.3944
Si	9.6679	3.3491	0.3944
Si	0	6.6981	0.3944
Si	3.8672	6.6981	0.3944
Si	7.7343	6.6981	0.3944
Si	1.9336	10.0472	0.3944
Si	5.8008	10.0472	0.3944
Si	9.6679	10.0472	0.3944
Si	0.0407	0.0003	2.7722
Si	3.9161	0.0102	2.7251
Si	7.7614	0.015	2.7534
Si	1.9506	3.3585	2.7762
Si	5.7863	3.3454	2.7287
Si	9.6956	3.3654	2.7766
Si	0.0325	6.6788	2.7349
Si	3.8717	6.7098	2.7566
Si	7.7703	6.7366	2.7841
Si	1.9767	10.0029	2.7771
Si	5.8222	10.0331	2.8111
Si	9.6584	10.0563	2.7965
Si	0.0347	2.2369	3.5732
Si	3.8737	2.2205	3.5686
Si	7.7273	2.2628	3.4934
Si	1.9577	5.5952	3.5928
Si	5.8153	5.5874	3.4274
Si	9.7145	5.6117	3.567
Si	0.0032	8.8965	3.4903
Si	3.9145	8.8974	3.672
Si	7.7448	8.943	3.7076
Si	2.0179	12.2626	3.4542
Si	5.8341	12.2919	3.5362
Si	9.6917	12.3083	3.5821
Si	0.085	2.2783	5.9509
Si	3.9315	2.2086	5.9456
Si	7.7027	2.2612	5.8313
Si	1.9878	5.5837	5.9762
Si	5.8109	5.5127	5.7278
Si	9.8023	5.6092	5.9454
Si	0.0257	8.8761	5.8262
Si	3.9835	8.8346	6.1297
Si	7.7465	8.9362	6.1815
Si	2.114	12.2324	5.7756
Si	5.8629	12.3725	5.8923
Si	9.7307	12.3463	5.9745
Si	1.9962	1.0002	6.7087
As	5.8719	1.1584	6.9618
Si	9.6549	1.2703	6.6489
As	0.0976	4.4696	6.9945
As	3.9568	4.448	6.8336
Si	7.7866	4.5215	6.5626
Si	1.9279	7.8595	6.8239
Si	5.9028	7.5232	6.9115
Si	9.7564	7.8565	6.8866
Si	0.1428	11.1477	6.3803
Si	4.0555	11.1238	6.7783
Si	7.7531	11.3164	6.8275
O	1.9647	0.6472	8.324
O	4.3144	11.1117	8.4186
O	7.7172	4.8158	8.1844
O	9.8949	7.9771	8.5447
O	6.0553	6.8701	8.4723
O	1.7014	8.0301	8.4556
O	9.4169	1.6566	8.2266
O	0.5202	11.0233	7.9686
O	7.5676	11.73	8.4346
O	6.223	10.6283	23.0868
O	3.89	13.1506	22.705
O	6.3893	3.7668	22.9085
O	1.6341	2.9689	22.4303
O	9.0566	3.4291	22.8828
O	7.5833	0.2618	22.9531
O	1.5237	10.0079	22.7419
O	3.9878	6.7612	22.5061
O	9.689	9.3759	22.9255
Si	3.313	13.0427	21.191
Si	11.8396	1.763	11.4809
Si	-0.8062	13.6273	15.6631
Si	7.2443	3.6514	11.3425
Si	8.8311	9.3289	14.8894
Si	10.41	0.9764	19.8826
Si	1.7433	4.0322	18.3623
Si	8.8858	10.2802	11.9342
Si	4.8796	-2.9748	12.6713
Si	3.5906	0.4449	14.7297
Si	10.1818	6.7185	15.4399
Si	11.0558	-0.9577	12.891
Si	5.8327	7.1601	18.6428
Si	13.3984	0.0054	9.7963
Si	7.7126	3.6091	21.9789
Si	11.4789	11.1263	9.424
Si	4.4411	-5.5838	21.3407
Si	1.4832	2.2702	20.9567
Si	6.1942	-4.2386	16.3046
Si	-4.5434	5.823	9.2698
Si	4.3988	4.9327	16.9217
Si	9.2345	15.0409	9.8235
Si	1.6418	8.7479	9.9102
Si	8.4804	-1.418	9.7526
Si	9.4655	7.6839	10.0959
Si	2.0504	-2.2147	13.7509
Si	6.3923	9.9553	21.6415
Si	-1.0461	11.9437	18.0449
Si	5.6404	-1.5799	15.3052
Si	1.3717	2.4786	15.6648
Si	6.8565	3.4806	15.8464
Si	3.8129	11.0244	9.9555
Si	5.5582	2.422	13.5155
Si	10.9875	6.2416	18.3632
Si	-2.433	8.916	21.4773
Si	1.1772	4.3494	13.1745
Si	5.8455	7.5809	13.669
Si	3.9859	5.1514	13.9294
Si	8.0752	5.4606	13.7925
Si	7.4876	-0.8591	17.4189
Si	8.712	15.1191	17.409
Si	13.7758	10.0745	21.2595
Si	11.4391	9.242	19.3037
Si	0.0752	8.9808	14.456
Si	5.8471	-1.1317	19.8594
Si	7.8624	0.7042	21.4393
Si	8.4459	6.2001	20.2433
Si	0.246	7.13	11.9394
O	9.4231	0.5949	21.0926
O	7.0816	-1.0817	15.8632
O	10.8981	-0.4456	19.2725
O	1.3362	-3.3978	14.6655
O	-1.3291	9.2367	20.3849
O	11.3243	-0.8055	16.7815
O	6.4944	4.7952	10.4216
O	1.2827	2.9797	17.2034
O	7.4544	2.2432	21.1501
O	8.7063	13.5335	10.162
O	4.4895	1.1945	13.5728
O	-1.2304	9.8554	14.9209
O	-0.0231	1.8464	20.5578
O	1.9314	3.3149	19.8036
O	7.2763	6.7176	19.2407
O	5.216	-2.959	16.0682
O	-0.1203	7.7867	18.5776
O	0.6475	5.229	18.5151
O	9.6861	1.866	18.7061
O	4.9463	10.9087	11.1164
O	3.691	5.3444	15.5158
O	1.5239	7.5805	11.0335
O	2.3528	0.9103	20.9419
O	11.5858	7.5602	15.274
O	8.1987	2.7472	10.394
O	1.2016	9.5767	20.0835
O	7.6895	9.753	15.9616
O	8.7822	7.348	21.3455
O	2.7177	4.8005	13.006
O	6.6374	2.2948	14.7394
O	3.0056	-0.9846	10.1914
O	6.2475	2.5696	12.0559
O	11.1977	0.5538	12.3401
O	5.84	8.4534	21.8151
O	0.8806	11.6849	12.7697
O	7.2666	6.8253	13.3631
O	3.2952	-2.9659	13.0572
O	6.0355	8.553	17.8019
O	8.0407	3.0925	16.8899
O	7.5117	0.7148	17.7729
O	7.8675	11.1822	11.0349
O	11.1267	10.4524	18.2739
O	13.2273	1.2454	10.8159
O	5.4686	3.7401	16.6511
O	2.5753	11.616	20.9912
O	5.259	6.1187	17.5711
O	5.5945	10.8353	20.566
O	4.739	7.2242	19.8585
O	8.9497	11.9042	17.7558
O	0.4375	12.5306	9.9859
O	12.0275	5.7362	12.7609
O	12.2379	3.1201	12.2694
O	-2.6201	7.7893	15.3466
O	4.4971	13.1211	20.0848
O	7.3107	4.8326	15.0801
O	-2.4025	9.0048	10.9909
O	12.6936	3.7712	14.7052
O	11.5695	8.402	12.9331
O	9.8883	11.276	9.3329
O	4.9214	3.8685	13.786
O	3.2064	4.5712	17.9408
O	4.6434	13.0446	15.6669
O	3.3968	9.0271	21.2341
O	8.1604	6.7421	10.0111
O	7.9093	9.8617	21.1472
O	9.8209	5.8904	19.4356
O	0.3733	9.7616	10.1414
O	10.0902	11.3537	12.173
O	0.2629	1.3728	15.3371
O	7.0629	-0.3286	20.5236
O	5.5376	-4.4667	12.7968
O	-1.1063	12.7158	14.3763
O	8.0568	4.4289	12.5334
O	9.6368	5.6875	14.2802
O	5.6114	11.4666	13.7024
O	-2.1077	1.0208	16.1839
O	10.3277	6.0362	16.8887
O	5.8298	8.006	15.2308
O	10.625	6.9001	10.9025
O	10.6897	2.066	10.3944
O	2.581	12.6201	14.3256
O	8.353	9.7257	13.3747
O	4.6798	6.5003	13.3856
O	6.2865	-1.4483	18.3389
O	7.9246	4.8581	20.9824
O	2.7791	1.6843	15.4036
O	2.9532	9.6615	10.1064

Results
free energy: -81335.256 eV
free energy less fixed offsets of As -2657.37, O -447.96, Si -113.29 eV per atom: -2.256 eV
gap between the highest filled and lowest empty level on this k mesh: 1.531 eV

The program warned: the cutoff lies below the one the program advises for these potential files; the model core charge is not resolved on the grid; the forces do not sum to zero within the program's tolerance; the exchange-correlation potential is rough where the density is thin.
